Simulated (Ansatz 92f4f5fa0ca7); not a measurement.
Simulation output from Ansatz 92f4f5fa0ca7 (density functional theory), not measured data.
Periodic cell of 228 atoms, Si140O88, from a study of silicon, its oxide and their interface. The atomic structure is a simulated model.
This geometry differs little from another in the collection (a relaxation step or a small displacement).

Settings
functional: r2SCAN
potential files: Ansatz PAW
basis: plane waves
wave-function cutoff: 800 eV
density cutoff ratio: 5
exchange-correlation grid ratio: 1
k mesh: 1 x 1 x 1, shifted by 0.5 0.5 0 of a step
self-consistency stop: 1e-10 eV per atom in the density residual
occupations: fixed
spin: none
net charge: 0

Cell vectors (angstrom)
a  10.888  0  0
b  0  10.888  0
c  0  0  33.3284

Atoms and the computed forces on them: element, x, y, z (angstrom), force x, y, z (eV/angstrom)
Si  1.7664  1.5734  -0.5413  0.0012  -0.0018  0.003
Si  3.4972  4.318  -0.7799  -0.0021  0.0029  0.0012
Si  1.819  7.2799  1.6272  0.0014  0.0029  -0.0021
Si  3.4633  9.0333  1.4854  -0.0008  0.002  0.0008
Si  8.0815  0.0817  -1.1907  0.0008  0.0005  0.0061
Si  9.0428  3.669  1.5015  0.0015  -0.0018  0.0001
Si  6.4566  6.4326  1.4969  -0.0005  -0.0002  -0.0016
Si  10.0543  10.0164  1.6608  0.0002  -0.0004  -0.0025
Si  0.8669  0.9106  1.5458  0.0015  -0.0024  -0.0027
Si  2.9093  5.5114  2.7219  0.0005  -0.0006  0.0001
Si  1.2613  6.4932  -0.5367  -0.0092  -0.008  -0.0009
Si  3.0331  9.6829  -0.776  -0.0003  -0.0046  -0.0017
Si  7.4883  1.7992  1.4572  -0.0012  -0.0007  -0.004
Si  9.4985  4.6687  -0.5915  0.0032  0.0063  -0.0033
Si  5.3689  8.1577  2.6719  0.0004  0.0012  0
Si  8.0934  5.3828  2.8145  -0.0007  -0.0002  0.0016
Si  -0.0684  2.7025  2.7433  -0.0007  0.0014  0.0015
Si  2.6007  -0.0795  2.7948  0.0031  0.0016  0.0011
Si  0.0969  8.2549  2.885  -0.0009  0.0008  0.0015
Si  4.6688  4.6824  1.287  0.0005  -0.0009  -0.0007
Si  5.5564  2.8002  2.5018  0.001  -0.0008  0.0009
Si  8.3046  0.112  2.8739  -0.0014  0.0004  0.0019
Si  9.413  9.1134  -0.3855  -0.0018  -0.001  -0.0001
Si  7.7223  7.2116  -0.3824  0.0012  0.0021  0.0024
Si  1.4216  4.1021  3.9555  0.0004  0  -0.002
Si  4.1085  1.3993  3.8771  -0.0014  -0.0001  -0.0012
Si  1.3777  9.5439  4.3344  -0.0005  -0.0002  -0.0005
Si  4.1391  6.8366  4.2051  0.0004  -0.0003  -0.001
Si  6.7708  4.0336  4.1653  -0.0001  -0.0001  -0.0007
Si  9.5745  1.4279  4.3006  0  0.0004  -0.0012
Si  6.7976  9.5541  3.9871  0.0001  0.0007  -0.0003
Si  9.5227  6.8164  4.0455  0.0009  0.0004  -0.0023
Si  -0.0016  0.0202  5.6169  0.0006  0.0002  -0.0001
Si  2.7496  2.7082  5.341  0.0005  0  -0.0002
Si  0.0406  5.4473  5.3638  -0.0006  -0.0001  -0.0012
Si  2.7639  8.1554  5.5661  -0.0001  0.0002  0.0005
Si  5.4255  0.0439  5.331  0.0002  -0.0007  -0.0011
Si  8.141  2.752  5.556  0.0004  0  0.0004
Si  5.4601  5.4223  5.5251  -0.0001  0.0002  0.0001
Si  8.1415  8.1819  5.3954  -0.0006  -0.0001  -0.0004
Si  1.418  1.4001  6.8292  0.0007  0  0.0002
Si  4.0548  4.0442  6.8025  0.0002  -0.0002  0
Si  1.3479  6.7769  6.8132  0.0002  -0.0007  -0.0005
Si  4.1261  9.5804  6.8005  0.0002  0.0003  -0.0002
Si  6.7456  1.3472  6.7922  -0.0002  0.0007  -0.0003
Si  9.5646  4.1338  6.7954  0.0003  0.0003  -0.0002
Si  6.8395  6.8195  6.8169  0.0009  -0.0003  0.0002
Si  9.4681  9.5076  6.85  0.0006  -0.0002  0.0012
Si  0.0066  2.7433  8.1502  0.0002  0.0004  -0.0001
Si  2.7271  -0.01  8.1814  0.0001  0.0006  0.0003
Si  -0.0216  8.13  8.1726  -0.0005  -0.0005  -0.0002
Si  2.6931  5.4029  8.1556  -0.0005  0  0.0002
Si  5.4147  2.6918  8.1856  -0.0004  -0.0001  0.001
Si  8.0805  0.0024  8.1599  0.0005  -0.0008  -0.0002
Si  5.4564  8.1906  8.1488  0.0005  0.0003  0.0001
Si  8.2341  5.4953  8.1749  0.0005  0.0001  0
Si  1.323  4.092  9.5389  -0.0003  0  0.0001
Si  4.049  1.3237  9.5618  0.0008  -0.0004  0.0008
Si  1.3296  9.4963  9.5222  0  -0.0004  0.0004
Si  4.0548  6.8139  9.4576  0.0003  0.0005  0.0005
Si  6.8474  4.0987  9.4529  0.0012  0.0003  0
Si  9.4835  1.3665  9.4576  0.0002  0.0006  0.0005
Si  6.7735  9.5313  9.5506  0.0004  0  0.0002
Si  9.5685  6.8098  9.6157  0.0005  -0.0004  0.0008
Si  -0.121  -0.0503  10.8213  -0.0007  -0.0009  0.0001
Si  2.6367  2.6867  10.8523  0  0.0008  0.0001
Si  0.0401  5.4246  10.9985  0.0001  -0.0001  -0.0004
Si  2.6601  8.0829  10.8874  0.0011  -0.0002  -0.0001
Si  5.3645  -0.0733  10.9293  0.0001  -0.0007  0
Si  8.2145  2.7782  10.8496  0.0002  0.0002  0.0003
Si  5.4862  5.4899  10.7555  0.0001  -0.0001  0.0003
Si  8.196  8.2351  10.8934  -0.0004  -0.0003  0.0001
Si  1.1668  1.3253  12.1437  0.0002  0.0011  0.0013
Si  4.0927  4.1072  12.0068  -0.0008  0.0016  0.0004
Si  1.412  6.7387  12.4178  0.0004  -0.0015  0.0004
Si  3.9777  9.3838  12.2901  -0.0007  -0.0011  0.0006
Si  6.8134  1.3728  12.0708  0.0011  0.0014  0.0012
Si  9.5787  4.063  12.3622  0.0001  0.0005  0.0011
Si  6.8424  6.849  12.1466  -0.0002  0.001  0.0005
Si  9.5057  9.5321  12.374  0.0003  0.0004  -0.0001
Si  -0.01  2.6168  13.7753  -0.0015  -0.0003  -0.0006
Si  2.4405  -0.1011  13.44  0.0016  -0.001  0.0017
Si  -0.0312  8.0784  13.7892  -0.0001  0.0002  -0.001
Si  2.9199  5.2942  13.6445  -0.0014  0.0004  -0.0007
Si  5.4209  2.7361  13.3109  0.0017  -0.0009  0.0014
Si  8.0553  0.145  13.5746  0.0004  -0.0007  0.0006
Si  5.4418  8.0309  13.6148  -0.0001  0.0009  -0.0013
Si  8.1634  5.5332  13.5606  0.0031  -0.0003  0.0015
Si  2.1103  3.3288  14.7115  -0.0001  0.0003  0
Si  3.709  1.5644  14.384  -0.0013  -0.0001  0.0015
Si  3.3955  9.4935  17.123  -0.0025  0.0002  -0.0021
Si  6.5019  9.7528  14.7901  0.0023  -0.0002  0.0004
Si  6.4712  4.3724  14.6378  0.0005  -0.0001  0.0014
Si  9.2019  1.5369  15.154  0.001  0.0004  0.0005
Si  8.1805  8.8209  16.15  0.0005  -0.0012  -0.0023
Si  9.3203  6.8804  15.1992  0.0001  0.0016  0.0014
Si  1.0458  -1.1968  15.1147  -0.0029  0.0003  0.0027
Si  5.1733  5.3993  19.8935  0.0012  0.0011  -0.004
Si  2.0287  4.5408  17.5338  -0.0012  -0.001  -0.0043
Si  4.3548  6.5589  17.2066  0.0019  0.0032  -0.0036
Si  10.1297  -0.6922  18.7744  -0.0003  0.0023  -0.0062
Si  9.9885  -0.3913  16.3813  0.0007  0.0006  -0.0023
Si  7.7884  3.292  16.2593  0.0023  0.0005  -0.002
Si  9.8796  5.5322  17.1664  -0.003  -0.0011  -0.0019
Si  -10.6651  20.667  26.2045  0.0012  0.0006  0.0013
Si  10.6536  17.8708  24.9849  0  0.001  0.0004
Si  5.376  30.6556  28.1597  0.0005  -0.001  0.0057
Si  5.6705  13.6158  20.7923  0.0022  -0.0006  -0.0011
Si  18.3301  26.7577  25.1772  0.0007  -0.0007  -0.0006
Si  20.5221  13.7311  25.2223  0.0012  0  -0.0013
Si  12.8236  5.4319  23.4378  0.0022  -0.0023  -0.001
Si  22.5502  19.5462  31.9273  0.0022  0.0039  0.0012
Si  -7.8613  39.5435  28.248  -0.0016  -0.0012  0.0035
Si  14.6516  16.4921  25.7566  0.0013  -0.0026  -0.0008
Si  23.032  2.4426  23.2836  -0.0029  -0.0005  0.0005
Si  -0.7886  13.0301  30.9566  -0.0008  -0.0026  0.0018
Si  6.3117  7.5067  25.6908  -0.0016  -0.0004  0.0019
Si  -1.2632  6.177  27.9293  -0.0009  0.0024  0.0014
Si  13.827  9.6576  20.2249  0.0001  0.0002  -0.0043
Si  17.7418  4.9355  22.2848  0.0003  0.0002  -0.0008
Si  14.2003  2.4471  19.4501  0  0.0008  -0.0042
Si  5.6856  10.5813  20.9879  0.0017  0  -0.0012
Si  30.7288  7.0071  22.281  0.0012  0.0003  -0.0019
Si  15.6472  11.0296  15.9012  0.001  -0.0012  -0.0018
Si  24.4233  11.7562  25.4843  0.0004  -0.0001  0.0007
Si  9.8448  14.1723  28.2458  0.0005  -0.0007  0.003
Si  -5.0215  -1.8584  31.1795  0.0001  0.0002  0.0037
Si  5.733  -9.534  17.5454  0.0037  0.0015  -0.0038
Si  -3.8046  20.0662  23.2964  0.0008  0.0019  -0.0005
Si  -6.0833  -4.7861  14.9246  -0.0009  -0.0016  0.0008
Si  -3.6546  9.7273  18.7481  0.0039  0.0014  -0.0067
Si  7.2181  -6.4028  28.0627  -0.0015  -0.0004  0.0011
Si  16.2797  -21.3243  26.5578  -0.0004  -0.001  0.0005
Si  21.5044  -3.6175  19.5696  -0.0009  -0.0002  -0.0036
Si  1.0334  0.7563  20.6422  -0.0023  0.0009  -0.0047
Si  4.4494  4.4443  29.5899  0.0007  -0.0006  0.002
Si  14.7859  24.6189  27.2016  0.0006  -0.0014  0.0013
Si  13.3614  6.6518  20.6916  0  -0.0003  -0.0029
Si  0.4265  8.3483  28.9553  0.0019  0.0024  0.0075
Si  8.3374  -10.7742  25.2959  -0.0006  0.0022  -0.0019
O  19.2947  5.8326  -0.9884  0.0011  -0.0023  -0.0002
O  8.0445  -5.0049  -5.1807  0.0007  0.0008  -0.0003
O  5.9507  -2.2506  -3.7007  -0.0022  0.001  -0.0058
O  3.622  16.468  -12.9859  0.0007  -0.0005  0.0002
O  9.8981  7.3186  -12.3134  -0.0006  0.0004  0.0015
O  -8.2428  12.8346  -6.6226  0.0021  0.001  0.0002
O  4.3669  4.1306  -2.1542  0  0.0008  -0.003
O  -1.2654  10.452  -7.1913  0.0005  0.0001  -0.0011
O  10.039  6.4987  -6.9279  -0.0001  0.0015  -0.0008
O  5.2667  1.986  -6.2825  -0.0006  -0.0015  -0.0001
O  0.8212  5.8512  -8.8047  0.0021  -0.0003  -0.0014
O  -3.4026  -9.8009  -0.0361  0.0002  0.0006  -0.0015
O  -10.3282  1.6681  -1.6223  -0.0012  0.002  -0.0014
O  12.5378  18.1915  -4.3978  -0.001  0.0002  -0.0048
O  10.4658  2.3378  -3.9402  -0.0007  0.0014  -0.0008
O  6.7707  0.2455  18.1185  -0.0012  -0.0025  0.0025
O  5.3419  -4.7682  18.4471  -0.0001  -0.0008  0.0028
O  10.9049  19.6571  19.0009  0.0009  -0.0042  0.0014
O  8.3698  16.3792  22.129  -0.0006  -0.0001  0.0009
O  2.5818  14.6351  18.8256  0.0012  -0.0021  0.0019
O  -0.2516  0.5429  19.6988  0.0046  0.0012  0.0045
O  23.3687  -0.7288  20.9771  0.0008  0.0003  0.0014
O  -18.0943  25.0695  28.7393  0.0011  -0.0034  -0.0008
O  14.9783  -0.3377  20.9106  0.0009  0.0001  0.0015
O  -1.1997  -4.4322  18.5064  0.0016  -0.0004  0.0013
O  28.5677  26.0882  26.5009  0.001  0.0008  -0.0005
O  14.2225  5.5781  24.2158  -0.0034  -0.0039  0.001
O  17.0931  12.0919  20.6362  -0.0006  0  0.0004
O  -1.3255  14.4492  31.5468  0.0007  0.0004  0.0006
O  24.6871  9.9133  18.6186  0.0008  -0.0004  0.0022
O  15.189  8.1687  17.3169  -0.0009  0.0023  0.0013
O  14.6695  16.7592  29.2523  -0.0034  -0.004  -0.0026
O  6.5989  -7.5215  21.945  0.0012  0.0008  0.001
O  -2.2218  -0.9381  19.4228  -0.0027  -0.0024  0.001
O  4.3055  20.1264  31.6027  0.0049  -0.0015  -0.0011
O  5.0548  17.4231  25.8551  -0.0015  -0.0005  -0.0041
O  -15.2921  4.9437  23.8676  0.0009  -0.001  0.0001
O  12.6494  3.9244  22.8831  -0.0048  0.0008  -0.0006
O  5.9831  15.3783  29.079  -0.0012  0.0014  -0.0013
O  19.8381  11.8995  31.1188  0.0018  0.0023  -0.002
O  2.8661  16.8101  17.4256  0.0011  -0.0009  0.0025
O  0.4902  9.4099  27.7539  0.0003  0.0009  -0.0027
O  17.3276  19.2057  27.075  -0.002  -0.0024  -0.0026
O  5.7313  3.8843  19.6186  0.0001  0  0.0019
O  12.9966  12.3253  19.6725  -0.0011  -0.0008  0.0035
O  12.061  17.4247  19.7231  0.0016  -0.0002  0.0019
O  18.4971  17.4639  25.4493  -0.001  0.0008  -0.0006
O  8.8696  26.0261  24.9234  -0.0002  -0.0012  0.0007
O  10.1629  13.64  26.7522  -0.001  0.002  -0.0006
O  18.6222  -2.8144  22.3184  -0.0001  0.0009  0.0007
O  21.8231  5.4073  32.8626  0.0047  0.0041  0.0016
O  27.7595  5.8499  21.2446  0.0004  -0.0012  0.0011
O  1.4014  43.4277  25.7115  -0.0001  0.0001  -0.0003
O  14.9381  4.1045  26.2262  0.0021  0.0038  0.0015
O  20.8626  29.2197  28.8634  0.0004  -0.0011  -0.0022
O  -6.7455  11.0713  25.5122  0.0001  0.0009  0.0001
O  2.4146  12.5007  24.0585  -0.0013  0.0015  -0.0004
O  3.1599  -2.7878  20.5352  0.001  -0.0002  0.0017
O  30.3728  1.6527  24.9056  0.0014  -0.0038  0.0084
O  0.4971  9.1213  30.3614  0.0005  -0.0018  -0.0029
O  6.547  7.7829  31.9599  -0.0004  0.0027  -0.0018
O  11.3383  4.8516  17.4013  0.0021  -0.0004  0.002
O  2.0876  9.0805  16.2436  0.0038  -0.0015  0.0023
O  2.3202  3.526  16.322  0.0012  0  0.0007
O  -4.7251  10.193  22.463  0.0005  -0.0006  0.0003
O  16.0537  21.335  27.8821  0  -0.0016  -0.0016
O  7.423  8.571  17.6256  0.0006  0.0038  0.0038
O  27.9246  -2.3967  24.4274  0.0006  0.0007  0.0006
O  6.8705  11.0045  25.9968  0.0027  -0.0027  -0.0013
O  10.8891  24.4348  24.2572  -0.0014  -0.0019  0.0021
O  17.0815  20.3277  19.941  -0.0017  0.0003  0.0025
O  -0.4927  4.8118  28.3815  -0.001  0.0014  0.0009
O  0.3593  -2.4253  25.2706  0.0011  0.0002  0
O  0.7732  -9.2503  21.9621  0.001  -0.0007  0.0002
O  2.6854  -4.669  26.8053  -0.0002  -0.0013  -0.002
O  4.4576  -9.0753  18.471  -0.0012  -0.0005  0.0028
O  30.5502  -6.5653  17.0902  0.0016  0.0013  0.0009
O  19.1183  25.0642  28.4583  -0.0005  0.0016  -0.0001
O  14.8229  8.1832  28.0083  -0.0008  -0.0016  0.0005
O  12.82  6.446  22.1941  0.002  -0.0019  0.0036
O  13.456  5.6393  32.2773  0.001  -0.0009  0.0002
O  20.5841  7.1395  23.6981  0.0005  0.0022  0.0009
O  2.8383  11.3048  32.344  -0.0014  -0.0013  0.0001
O  6.7417  -0.5161  31.4236  0.0006  -0.0007  0.0001
O  14.9242  -8.2347  20.9138  0.0017  -0.0004  0.0006
O  8.2547  10.0388  24.0029  -0.0001  0.0038  0.0012
O  24.3393  -7.8898  32.8029  0  0.0008  -0.0009
O  6.7159  -8.2643  17.2911  -0.0017  -0.0012  0.0014

Results
free energy: -139738.642 eV
free energy less fixed offsets of O -570.45, Si -639.56 eV per atom: -0.642 eV

The program warned: the cutoff lies below the one the program advises for these potential files; the forces do not sum to zero within the program's tolerance; empty levels may hold ghost states of the PAW files; the exchange-correlation potential is rough where the density is thin.
